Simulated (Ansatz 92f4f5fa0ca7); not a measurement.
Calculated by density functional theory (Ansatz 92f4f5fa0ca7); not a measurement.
Periodic cell of 288 atoms, Si144O112H32, with a vacuum gap, from a study of silicon, its oxide and their interface. The atomic structure is a simulated model.

Settings: functional r2SCAN; potential files Ansatz PAW; basis plane waves; wave-function cutoff 800 eV; density cutoff ratio 5; exchange-correlation grid ratio 1; k mesh 1 x 1 x 1, shifted by 0.5 0.5 0 of a step; self-consistency stop 1e-11 eV per atom in the density residual; occupations fixed; spin none; net charge 0; applied field sawtooth along c, amplitude -0.015 V/angstrom in the program's sign convention, ramp centred at 0.9896 of c and 0.0207 of c wide, no dipole correction.

Cell vectors (angstrom)
a  10.887  0  0
b  0  10.887  0
c  0  0  48.2433

Atoms and the computed forces on them: element, x, y, z (angstrom), force x, y, z (eV/angstrom)
Si  -5.3381  -0.0278  34.1404  0.0137  0.001  -0.0611
Si  5.5621  2.8763  37.3831  0.008  0.0277  0.0013
Si  -3.5487  11.1088  28.8566  0.0062  -0.0014  -0.0694
Si  5.1502  5.9687  34.578  0.0196  -0.0173  -0.0093
Si  -0.3676  -7.5119  31.2304  -0.0036  -0.0033  -0.0694
Si  2.7223  3.298  33.6256  0.004  0.0018  -0.0482
Si  9.2545  3.9752  36.0068  0.0259  0.0152  -0.0199
Si  11.7058  7.4648  33.3486  -0.0254  -0.0007  -0.0026
Si  4.2354  3.2895  31.0085  0.0055  -0.0023  -0.0628
Si  -0.7477  -0.847  36.0427  -0.0082  0.0073  0.0042
Si  2.9404  5.3827  37.4938  0.0028  0.0199  0.0092
Si  4.0093  9.5812  35.5406  0.0205  0.0021  -0.0021
Si  5.723  5.9487  27.3141  0.0074  0.0057  -0.0578
Si  11.582  1.0462  35.9093  -0.0013  0.0054  -0.0056
Si  -0.6694  6.5255  31.7741  0.0046  -0.0029  -0.0576
Si  13.5271  10.9545  36.9763  -0.0265  -0.0258  0.009
Si  -0.0822  2.7623  37.3061  -0.0329  -0.02  0.0011
Si  5.3867  -2.4928  37.1886  -0.0104  -0.0252  0.0027
Si  0.1522  8.2285  37.2708  0.0202  0.0244  0.0074
Si  4.2773  4.1965  35.9477  -0.0005  -0.0008  -0.0286
Si  8.2428  0.1124  37.1276  0.0346  0.0286  0.0034
Si  7.0519  1.8162  35.9637  -0.0159  -0.0083  -0.0275
Si  8.0922  5.5416  37.3046  -0.0216  -0.0217  0.0039
Si  6.7599  6.9631  35.9797  0.0021  0.0146  -0.0236
Si  1.3923  4.0494  38.6276  0.0098  0.0145  0.0157
Si  4.0565  1.3899  38.4417  0.0291  0.0384  0.0353
Si  1.4766  9.5936  38.6001  0.0023  0.0037  0.019
Si  4.2121  6.9125  38.6843  0.0068  0.0039  0.0182
Si  6.8349  4.209  38.7761  0.0092  0.0191  0.017
Si  9.4808  1.4058  38.6816  0.0326  0.0077  0.0142
Si  6.8415  9.6572  38.5069  -0.0084  -0.008  0.0398
Si  9.5699  6.8873  38.5492  -0.0146  -0.0248  0.028
Si  0.0152  0.0089  39.9534  -0.032  0.003  0.1411
Si  2.7343  2.6741  39.9322  -0.0059  0.0042  0.2129
Si  0.0167  5.4703  39.9052  -0.0061  0.0123  0.1955
Si  2.7621  8.2088  39.9975  0.0149  -0.0154  0.1448
Si  5.4321  0.0665  39.8647  -0.0179  -0.0196  0.1987
Si  8.1508  2.7575  40.0578  -0.0043  -0.0029  0.1522
Si  5.4806  5.5387  40.0971  -0.0151  -0.0096  0.1448
Si  8.1599  8.2268  39.8808  0.0095  0.0079  0.2087
Si  1.3804  1.348  41.3118  0.0024  -0.0916  0.3869
Si  4.0575  4.0715  41.3098  0.0794  0.2162  0.2048
Si  1.3614  6.798  41.304  0.0527  0.2159  0.1705
Si  4.154  9.5586  41.29  -0.1566  -0.0283  0.2838
Si  6.7219  1.3829  41.3276  0.147  0.225  0.2712
Si  9.5638  4.1298  41.3111  -0.0944  -0.1611  0.4371
Si  6.8961  6.8714  41.3581  -0.2931  -0.0531  0.4428
Si  9.4952  9.5348  41.2943  0.2041  0.1044  0.1565
Si  0.0091  2.7364  6.894  -0.2279  -0.0263  -0.4583
Si  2.7573  -0.0125  6.9011  -0.1024  -0.0838  -0.4713
Si  -0.0833  8.0967  6.8994  0.1683  0.0849  -0.3216
Si  2.7027  5.4029  6.9469  0.2576  -0.0224  -0.1638
Si  5.3714  2.7103  6.9814  0.1168  -0.0103  -0.1453
Si  8.0919  -0.0018  6.9219  0.0237  0.1733  -0.1752
Si  5.4762  8.1784  6.9327  -0.0433  -0.2883  -0.4031
Si  8.1987  5.4422  6.9626  -0.168  -0.2049  -0.2908
Si  1.3305  4.0349  8.3191  0.0385  0.0064  -0.2238
Si  4.0214  1.3346  8.3711  0.0483  -0.0025  -0.1854
Si  1.3442  9.4665  8.1103  -0.0161  -0.0038  -0.1592
Si  4.1477  6.7398  8.25  0.0195  -0.0294  -0.1371
Si  6.7845  4.0723  8.2655  0.0126  0.0047  -0.1365
Si  9.4655  1.4154  8.1991  -0.018  0.0069  -0.1513
Si  6.7656  9.508  8.3436  0.0136  0.012  -0.1984
Si  9.5101  6.7394  8.3917  -0.0247  0.0164  -0.2055
Si  -0.0385  -0.0366  9.3656  0.0048  -0.007  0.0009
Si  2.5888  2.64  9.7358  -0.0045  -0.0137  -0.0328
Si  -0.0188  5.3186  9.745  -0.0215  -0.0029  -0.052
Si  2.6625  8.0732  9.4397  0.0105  0.0338  0.0014
Si  5.3679  -0.0619  9.7258  -0.0257  -0.0211  -0.0361
Si  8.1137  2.7331  9.6475  0.0066  -0.0207  -0.0213
Si  5.4733  5.3677  9.7009  -0.0204  0.0018  -0.0123
Si  8.0627  8.077  9.7033  -0.0017  0.004  -0.0359
Si  1.1352  1.1789  10.9681  -0.0263  -0.0357  -0.0161
Si  4.0097  4.0115  11.0103  0.0207  0.0131  0.0048
Si  3.1129  5.7797  12.3259  0.0068  -0.0142  0.0063
Si  3.8502  9.4193  10.917  -0.0319  -0.0347  -0.0018
Si  8.5466  0.1175  12.1833  -0.0137  -0.001  0.004
Si  8.5576  5.7461  12.5927  0.013  0.0085  -0.0156
Si  4.6798  7.6374  12.1664  -0.0018  0.002  -0.0099
Si  9.5841  9.4961  10.7437  0.0274  0.0387  0.0057
Si  2.5354  4.9203  14.5812  0.0088  0.0036  -0.03
Si  4.7592  1.1007  14.8478  -0.0129  0.0005  -0.0397
Si  0.3863  8.4845  12.0314  -0.0188  -0.0104  0.0151
Si  1.4384  6.7301  10.93  0.0271  0.0371  -0.0085
Si  -0.0675  -4.5262  19.857  0.0021  -0.0027  -0.0585
Si  2.0314  -0.6298  12.2002  0.0176  0.0091  0.0167
Si  7.4683  10.9822  16.2131  0.0071  -0.0078  -0.068
Si  9.4713  4.0045  11.1667  -0.0224  -0.0136  -0.0085
Si  -0.7033  1.9671  12.2575  -0.0052  0.0005  -0.0057
Si  1.3235  9.0271  16.6518  -0.0107  -0.0014  -0.0659
Si  2.0969  10.9614  14.4503  -0.0017  0.0068  -0.0382
Si  6.75  6.7492  11.2132  -0.0186  -0.026  -0.0016
Si  5.8462  -0.8664  18.3197  -0.0001  0.0015  -0.0654
Si  7.1221  1.6287  18.5296  -0.0034  -0.0066  -0.0648
Si  4.0486  -2.8704  17.2871  0.0053  0.0001  -0.0639
Si  6.5767  4.7817  14.3637  0.0011  0.0059  -0.0326
Si  -15.2568  4.8596  29.9035  -0.0011  -0.0082  -0.0561
Si  26.1622  -6.9165  16.0059  -0.0032  0.0013  -0.0531
Si  -0.7977  21.6999  28.1093  -0.0065  0.0075  -0.0652
Si  3.6805  11.8241  25.0068  -0.0011  0.0132  -0.0809
Si  -18.6556  31.2358  29.3078  -0.0025  0.0066  -0.0529
Si  22.0833  13.4957  17.8618  0.005  -0.0006  -0.0675
Si  16.5381  -17.1022  22.0965  0.0042  0.003  -0.0593
Si  -6.6359  18.2792  22.444  0.0097  -0.0044  -0.0787
Si  -7.8813  2.8868  22.6524  -0.0017  -0.0001  -0.0771
Si  -0.6191  16.7335  25.2523  0.0071  0.01  -0.089
Si  21.3326  -13.065  24.0804  0.0108  -0.0088  -0.0773
Si  12.0075  -0.0035  19.2768  0.0024  0.0023  -0.0609
Si  -2.5047  14.189  22.145  -0.0018  -0.0038  -0.0653
Si  -13.1321  15.1254  29.1387  -0.0011  0.0001  -0.0573
Si  -0.3853  20.3428  33.7873  -0.0028  -0.0041  -0.0303
Si  -5.4485  -1.0061  21.0923  0.0028  0.0056  -0.0689
Si  3.039  0.9509  20.2601  0.0011  0.0019  -0.0521
Si  -7.0383  30.042  27.3316  -0.0044  0.0023  -0.0515
Si  -5.171  29.5021  14.7335  0.0073  0.0005  -0.0546
Si  0.5851  5.4967  34.584  0.0034  0.0027  -0.0214
Si  14.0201  3.6173  18.7816  0.0012  0.0116  -0.0673
Si  -9.8918  13.0402  14.7632  0.0088  -0.012  -0.0421
Si  -19.1226  19.8943  24.6036  0.0049  -0.0089  -0.0806
Si  -14.103  -13.0242  33.7316  -0.0061  0.004  -0.0371
Si  7.022  17.4354  32.2204  0.0063  -0.0025  -0.0699
Si  -16.7508  11.2136  30.9625  0.0045  -0.004  -0.0792
Si  12.531  6.7211  36.204  0.0003  -0.0267  -0.0083
Si  20.5182  -5.7077  18.164  0.0107  0.0012  -0.0527
Si  -13.3956  10.3256  25.4884  0.0108  -0.0093  -0.0493
Si  29.0477  26.1544  19.6036  0.0051  -0.0014  -0.0605
Si  -16.3705  2.6067  12.2823  -0.0199  -0.0044  -0.0157
Si  -2.4745  -1.4942  14.0755  0.0002  -0.0027  -0.028
Si  -14.9349  -9.6191  11.0051  0.0277  0.0133  -0.0036
Si  -10.4328  -13.5815  29.4469  0.0158  0.0139  -0.066
Si  -7.7894  -25.1066  34.4991  -0.0135  0.0101  0.0103
Si  9.8871  -3.372  13.6501  0.015  0.0118  -0.0082
Si  10.1398  9.0565  21.069  0.007  0.0098  -0.0757
Si  12.7561  3.7438  29.2117  -0.0008  -0.0031  -0.0528
Si  2.0327  1.1151  27.7196  0.0105  -0.0109  -0.0638
Si  11.3545  -16.3035  28.1614  0.0046  0.0016  -0.0733
Si  -4.1429  -2.2057  27.2783  0.0073  0.0032  -0.054
Si  -13.8231  22.2337  21.261  -0.0036  -0.0012  -0.0624
Si  7.7419  4.1086  26.1522  0.0039  0.0035  -0.0736
Si  10.8352  -4.287  15.6697  0.0051  0.0066  -0.0597
Si  6.8035  -9.6841  25.8965  -0.0095  0.0014  -0.0252
Si  0.5588  1.4047  33.4693  -0.0027  0.0204  -0.0517
Si  -7.9098  6.4192  19.7248  0.0048  -0.0057  -0.0669
Si  11.1534  -6.2691  22.5973  0.0027  -0.0042  -0.0817
O  4.3065  -19.4025  15.7297  0.0015  0.0045  0.0205
O  7.5543  -12.7857  25.9249  -0.0069  -0.0054  0.0338
O  -2.8397  5.3807  18.5895  -0.0108  -0.0052  0.0343
O  -3.0135  -3.1884  34.9605  -0.0008  0.0013  0.0113
O  -9.8253  -1.6766  24.4055  0.012  0.0012  0.0305
O  -4.8034  -7.1748  13.2731  0.0106  0.0111  0.013
O  6.223  0.5488  15.2559  0.0133  -0.0042  0.0248
O  22.9307  9.9756  15.3577  -0.0043  -0.0157  0.0359
O  6.0194  -9.4723  34.7404  0.0041  -0.0035  0.0152
O  -17.4831  -15.0853  27.0945  0.0042  -0.0009  0.0201
O  24.1191  13.5289  28.1231  0.0009  0.0204  0.0377
O  15.1522  9.8867  30.3901  0.0118  0.0146  0.0334
O  -19.9477  19.6988  30.0828  -0.005  -0.0032  0.0316
O  22.262  -19.5089  16.2997  -0.0125  0.0104  0.062
O  17.8252  -0.8501  34.3159  -0.0054  -0.0093  0.0146
O  -4.7627  -16.1222  33.2516  -0.022  0.001  0.0443
O  -4.9022  4.3387  15.8015  -0.0012  -0.0034  0.0154
O  5.2028  7.5489  16.2514  -0.0148  0.0037  0.037
O  3.9177  7.0024  18.5363  -0.01  -0.0119  0.0398
O  8.4081  14.6912  20.6076  0.0083  -0.0103  0.0501
O  11.1875  -21.9174  33.0081  -0.0034  -0.0052  0.0293
O  -14.9935  33.6893  27.5454  0.0046  -0.0088  0.063
O  -13.628  -5.9014  14.0492  -0.0128  -0.0065  0.0141
O  4.4223  20.381  17.8132  0.0068  0.0073  0.0274
O  -4.7262  9.3153  19.7396  -0.0024  -0.001  0.0453
O  -10.6829  1.249  18.7423  0.007  -0.0121  0.0257
O  -2.2401  17.2356  32.2586  0.0017  0.0051  0.0218
O  -13.505  3.6922  27.6426  0.0067  0.0046  0.0601
O  -0.3509  2.1576  13.8526  0.0139  0.0023  0.0289
O  17.7181  -3.7817  27.606  -0.0003  -0.0063  0.0243
O  11.0397  7.9235  16.609  0.0075  0.0097  0.0323
O  11.1395  16.3783  23.9452  -0.008  0.0109  0.0553
O  -13.8675  1.3672  17.1258  -0.0042  0.0124  0.036
O  16.4476  5.0324  28.6154  0.0092  -0.0131  0.0471
O  4.0437  -6.7343  17.567  -0.0105  -0.0052  0.0578
O  0.1201  16.3911  21.2455  0.0064  -0.0202  0.055
O  -15.269  -4.6301  30.7294  0.0034  0.0193  0.0492
O  -32.9504  9.3785  28.6523  0.0099  -0.0199  0.0234
O  -14.7404  19.5202  14.5585  -0.0145  -0.0066  0.0181
O  32.0655  18.4054  30.4774  -0.0119  -0.0225  0.0541
O  -30.8039  3.4547  14.2839  -0.0066  -0.003  0.0064
O  -2.1869  -11.3514  15.3358  -0.0077  0.0165  0.0386
O  -15.0816  3.1533  18.7305  0.0028  0.0114  0.0177
O  -18.4336  39.74  21.1467  0.0131  0.0111  0.0461
O  -5.68  -1.7693  27.0124  -0.0047  -0.005  0.0222
O  -1.4318  -0.2454  26.6498  0.0149  0.0045  0.039
O  11.3208  22.7135  27.8876  -0.001  -0.003  0.02
O  1.4389  6.7711  19.3631  -0.0016  -0.002  0.0354
O  19.7601  37.6565  25.3777  -0.0106  -0.0093  0.0326
O  -39.3976  1.6854  30.7603  -0.0002  0.0003  0.0218
O  17.3436  21.8321  21.752  0.0049  0.0029  0.0211
O  -7.2553  2.1919  19.3564  -0.002  -0.0185  0.0361
O  -1.8176  -1.7294  33.0469  -0.0026  0.0027  0.0265
O  -8.209  8.1639  16.4867  0.0082  -0.0012  0.0248
O  -11.8968  5.2686  28.8457  -0.008  -0.0029  0.028
O  2.6486  11.8126  26.2484  -0.0197  0.0012  0.0556
O  -1.066  25.469  22.7571  0.008  0.0029  0.0279
O  -5.1042  -7.1719  30.7881  -0.0101  -0.005  0.0236
O  1.3356  -33.6721  18.0174  0.0005  0.022  0.0549
O  -29.3957  13.0937  24.0944  0.0091  -0.0241  0.0512
O  3.8332  3.6937  32.5302  -0.017  0.0018  0.0472
O  7.0079  -1.1107  17.2202  -0.0117  -0.0025  0.0307
O  -12.9306  -0.8827  21.2664  0.0007  -0.0008  0.0209
O  -16.5211  33.7403  25.403  0.0204  -0.0016  0.0238
O  -1.962  -10.3477  29.0767  -0.004  0.0023  0.0233
O  -2.5296  12.567  22.246  0.003  0.005  0.0292
O  -26.7273  -4.6451  14.1405  0.0009  -0.0041  0.0289
O  36.279  -0.0182  15.0795  0.0145  0.0031  0.0172
O  -0.2085  -5.921  31.5741  0.0025  0.0248  0.0293
O  -6.5015  14.5472  22.2376  -0.0038  -0.0048  0.0244
O  -20.1733  14.3607  18.3055  0.0089  0.0026  0.0328
O  -4.5298  -5.8967  26.1672  -0.0053  0.0072  0.0212
O  -6.2575  19.2059  13.6992  0.0074  -0.002  0.0325
O  3.2879  18.7071  23.6791  -0.0171  0.0189  0.0469
O  -22.1704  -19.3761  32.543  0.0095  -0.018  0.0405
O  -10.6079  -27.2172  26.545  0.0139  -0.0105  0.0578
O  -0.9666  14.4481  18.1434  -0.0039  0.0032  0.0263
O  10.0401  -17.0598  34.7637  -0.0017  0.0007  0.0122
O  -0.9061  29.5274  20.1035  -0.0006  0.0143  0.0303
O  16.0761  6.0922  22.7617  0.0002  0.0041  0.0247
O  3.2303  4.1222  30.0318  0.0183  -0.0033  0.0314
O  -1.692  -7.6852  30.2859  0.018  -0.0061  0.0353
O  -9.9301  -25.6703  28.4789  -0.0026  0.01  0.0191
O  12.2533  -5.0695  15.3431  -0.0126  0.0069  0.0245
O  2.6423  -9.2166  21.6538  0.0057  0.0193  0.0511
O  23.851  1.8954  33.1295  -0.0022  -0.0004  0.0192
O  -8.1728  -10.8853  28.6541  0.0074  -0.0154  0.0292
O  4.6845  12.3942  13.276  -0.0062  -0.0069  0.0341
O  -3.5978  20.399  28.5421  0.0019  0.0144  0.0383
O  31.0943  -1.0035  24.2372  -0.0181  0.0152  0.0369
O  17.8987  14.8887  22.7598  0.0014  -0.0002  0.0296
O  -20.0808  14.7308  22.6153  -0.0004  -0.0002  0.0227
O  11.799  13.8833  30.3099  -0.0141  -0.0041  0.0367
O  -8.103  30.3851  26.1693  0.0146  -0.0074  0.06
O  7.9957  11.9327  19.7516  0.0087  -0.0103  0.052
O  5.1868  -23.9927  22.1074  -0.0074  -0.0152  0.0288
O  3.4426  -11.3833  24.2639  -0.0004  0.0028  0.0291
O  -0.997  27.4473  16.6253  -0.0112  -0.0165  0.0561
O  -6.7965  21.54  20.6347  0.0075  -0.0072  0.0235
O  10.0286  -3.4336  25.0471  -0.0015  -0.0132  0.0264
O  17.328  0.5172  30.1698  -0.0209  0.0011  0.0444
O  -3.4892  13.5588  25.4732  0.0011  -0.0012  0.0251
O  -4.159  8.0987  32.5899  0.0013  0.0084  0.0303
O  29.9521  13.7705  35.3874  -0.004  -0.003  0.0108
O  16.6445  -10.1423  18.47  0.0029  0.0009  0.0137
O  10.4858  19.2695  22.4971  0.0045  -0.0048  0.0637
O  -4.8166  15.8588  20.5291  -0.0114  0.0001  0.0425
O  -10.4869  -0.8504  20.4643  -0.0175  -0.0161  0.0317
O  5.2178  -21.6529  32.5608  0.0054  -0.0087  0.0723
O  3.1663  4.8159  19.8686  0.0009  0.0118  0.036
O  -9.2951  15.3308  33.8037  0.0025  0.0029  0.0076
O  3.4023  -7.8018  35.076  0.0021  -0.0017  0.0247
H  0.5637  2.1749  42.2442  0.3119  -0.2222  -0.2682
H  2.2071  0.5312  42.2442  -0.3472  0.243  -0.2267
H  3.2286  4.8861  42.2422  0.2004  -0.4067  -0.2469
H  4.8647  3.2353  42.2422  -0.3262  0.4119  -0.2558
H  0.4971  7.5749  42.2365  0.2959  -0.2199  -0.2646
H  2.1669  5.9602  42.2365  -0.281  0.3291  -0.281
H  4.958  8.7194  42.2225  -0.1749  0.4046  -0.3062
H  3.3081  10.3556  42.2225  0.3984  -0.1756  -0.2375
H  7.5393  0.5567  42.26  -0.3126  0.147  -0.2819
H  5.893  2.1976  42.26  0.3531  -0.4267  -0.2288
H  10.367  3.2898  42.2436  -0.1484  0.3807  -0.257
H  8.726  4.9353  42.2436  0.4054  -0.2503  -0.2493
H  7.679  6.0125  42.2906  -0.0975  0.4998  -0.2656
H  6.041  7.6585  42.2906  0.4626  -0.1452  -0.1878
H  10.2773  8.6751  42.2268  -0.2794  0.2557  -0.257
H  8.6578  10.3406  42.2268  0.3054  -0.1921  -0.2902
H  0.8258  1.9095  5.9616  -0.2625  0.2289  0.2986
H  -0.7941  3.5764  5.9616  0.4212  -0.2638  0.1863
H  3.6032  -0.8095  5.9687  -0.2298  0.4378  0.2411
H  1.9306  0.8044  5.9687  0.3211  -0.1915  0.2626
H  -0.8655  8.9563  5.967  0.0391  -0.4638  0.2602
H  0.781  7.3197  5.967  -0.485  0.068  0.2056
H  3.5316  4.5883  6.0144  -0.5093  0.2581  0.183
H  1.8972  6.2407  6.0144  0.2327  -0.2466  0.342
H  6.2003  1.8956  6.0489  -0.3666  0.217  0.2748
H  4.5643  3.5465  6.0489  0.2878  -0.415  0.2791
H  8.9293  -0.8077  5.9895  -0.2799  0.2082  0.3065
H  7.2745  0.8244  5.9895  0.1652  -0.4602  0.2217
H  6.3313  7.3913  6.0003  -0.2333  0.3314  0.229
H  4.6722  9.0177  6.0003  0.2332  -0.3941  0.29
H  9.0365  4.6367  6.0301  -0.3525  0.2878  0.2813
H  7.4159  6.3012  6.0301  0.2682  -0.26  0.2857

Results
free energy: -156482.410 eV
free energy less fixed offsets of H -15.71, O -570.45, Si -639.56 eV per atom: 7.350 eV

The program warned: the cutoff lies below the one the program advises for these potential files; the forces do not sum to zero within the program's tolerance; empty levels may hold ghost states of the PAW files; the exchange-correlation potential is rough where the density is thin.
